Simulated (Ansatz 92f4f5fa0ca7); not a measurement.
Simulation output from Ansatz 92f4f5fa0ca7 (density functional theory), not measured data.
Periodic cell of 276 atoms, Si168O108, from a study of silicon, its oxide and their interface. The atomic structure is a simulated model.
Doubt: the cutoff is low for norm-conserving oxygen, so forces and energies are approximate.
Doubt: the program's own warning below bears on the result.
This geometry differs little from another in the collection (a relaxation step or a small displacement).

Settings
functional: HSE06
potential files: SPMS norm-conserving
basis: plane waves
wave-function cutoff: 800 eV
density cutoff ratio: 4
exchange-correlation grid ratio: 1
k mesh: 1 x 1 x 1, Gamma-centred
occupations: fixed
spin: none
net charge: 0

Cell vectors (angstrom)
a	11.6015	0	0
b	0	13.3963	0
c	0	0	30.7179

Atoms: element, x, y, z (angstrom)
Si	-0.0865	0.0399	23.9368
Si	3.9072	-0.0629	24.2191
Si	7.5519	-0.0783	24.1967
Si	1.8842	3.4165	23.6197
Si	5.6751	3.2355	24.0364
Si	9.5035	3.3637	23.9396
Si	0.075	6.7504	23.8695
Si	4.0406	6.6058	23.7349
Si	7.8838	6.7086	24.3075
Si	1.8548	10.1267	23.9941
Si	5.7507	10.203	24.128
Si	9.5941	10.0895	23.9173
Si	-0.0511	2.3099	24.579
Si	3.7056	2.2348	24.7511
Si	7.6485	2.1954	24.8193
Si	2.0225	5.5976	24.5705
Si	5.8666	5.5225	24.7504
Si	9.8068	5.5436	24.8809
Si	-0.0604	8.9543	24.727
Si	3.8389	8.8947	24.5706
Si	7.6867	9.0033	24.8194
Si	1.8636	12.324	24.8083
Si	5.7353	12.2744	25.2471
Si	9.6086	12.2922	24.7755
Si	-0.0166	2.2595	27.0411
Si	3.7772	2.2429	27.1411
Si	7.6943	2.2204	27.1805
Si	1.9746	5.5775	27.0259
Si	5.8225	5.5615	27.1359
Si	9.7541	5.5448	27.2239
Si	-0.0202	8.9258	27.1176
Si	3.8569	8.8939	27.0335
Si	7.7304	8.9485	27.1776
Si	1.9024	12.2931	27.1718
Si	5.7766	12.2679	27.49
Si	9.657	12.2848	27.1556
Si	1.8751	1.1227	27.9499
Si	5.7374	1.1598	27.9865
Si	9.6619	1.133	27.9241
Si	0.0811	4.4489	27.9475
Si	3.8685	4.4765	27.9326
Si	7.7609	4.4584	27.9489
Si	1.9298	7.7993	27.8953
Si	5.7918	7.8105	27.9237
Si	9.6679	7.8067	27.95
Si	-0.0165	11.1536	27.9459
Si	3.8082	11.1071	27.9686
Si	7.762	11.1519	28.0106
Si	1.9336	1.1164	30.3229
Si	5.8008	1.1164	30.3229
Si	9.6679	1.1164	30.3229
Si	0	4.4654	30.3229
Si	3.8672	4.4654	30.3229
Si	7.7343	4.4654	30.3229
Si	1.9336	7.8145	30.3229
Si	5.8008	7.8145	30.3229
Si	9.6679	7.8145	30.3229
Si	0	11.1635	30.3229
Si	3.8672	11.1635	30.3229
Si	7.7343	11.1635	30.3229
Si	0	0	0.3944
Si	3.8672	0	0.3944
Si	7.7343	0	0.3944
Si	1.9336	3.3491	0.3944
Si	5.8008	3.3491	0.3944
Si	9.6679	3.3491	0.3944
Si	0	6.6981	0.3944
Si	3.8672	6.6981	0.3944
Si	7.7343	6.6981	0.3944
Si	1.9336	10.0472	0.3944
Si	5.8008	10.0472	0.3944
Si	9.6679	10.0472	0.3944
Si	-0.0261	-0.0101	2.769
Si	3.8578	-0.0127	2.7954
Si	7.6874	-0.0119	2.7265
Si	1.9496	3.3136	2.7657
Si	5.7438	3.3506	2.7394
Si	9.7008	3.3956	2.7542
Si	-0.0062	6.7054	2.7474
Si	3.911	6.7405	2.7574
Si	7.7922	6.6995	2.7972
Si	1.9524	10.0445	2.788
Si	5.8225	10.0691	2.8032
Si	9.6789	10.0506	2.7763
Si	-0.0073	2.2203	3.548
Si	3.8501	2.1909	3.6665
Si	7.7257	2.253	3.3123
Si	1.9552	5.5928	3.3869
Si	5.8417	5.5748	3.5034
Si	9.7282	5.5913	3.7017
Si	0.0188	8.9248	3.5638
Si	3.9012	8.9651	3.6401
Si	7.7574	8.9406	3.6052
Si	1.9153	12.2819	3.5846
Si	5.791	12.2967	3.6657
Si	9.6043	12.3032	3.5336
Si	-0.0497	2.1989	5.918
Si	3.8029	2.1652	6.1199
Si	7.6984	2.2633	5.5804
Si	2.0309	5.6137	5.6771
Si	5.9209	5.5258	5.8413
Si	9.8518	5.5581	6.1907
Si	0.0517	8.9012	5.9335
Si	3.96	8.9767	6.0644
Si	7.7831	8.926	5.9998
Si	1.9051	12.2567	5.9706
Si	5.8231	12.3429	6.1151
Si	9.5601	12.3354	5.8953
Si	1.7336	1.0184	6.9057
Si	5.9241	1.2629	6.7698
Si	9.4992	1.2225	6.627
Si	0.3464	4.3629	6.7346
Si	3.9146	4.4947	6.5098
Si	7.847	4.3572	6.6254
Si	2.0311	7.7676	6.6624
Si	5.8908	7.6991	6.7113
Si	9.7369	7.8659	6.8471
Si	-0.1189	11.1798	6.5411
Si	3.8462	11.258	6.8841
Si	7.7316	11.1426	6.9031
O	3.6925	4.7341	8.1241
O	-0.5549	11.3037	8.1153
O	7.775	11.0858	8.5735
O	7.7751	3.8987	8.2233
O	1.0811	4.0547	8.2192
O	9.0716	1.5274	8.2172
O	9.7277	8.1612	8.4887
O	6.4356	1.6192	8.3294
O	2.1282	7.5285	8.2898
O	1.2765	0.8903	8.514
O	3.6898	11.4558	8.5295
O	6.0357	7.3083	8.3074
O	9.1968	3.4151	22.3049
O	9.2838	5.6659	20.5256
O	9.4671	10.1856	22.2685
O	4.3541	-0.3831	22.6523
O	11.4243	0.0215	22.2825
O	5.3658	2.9486	22.4412
O	7.0597	13.0997	22.6212
O	1.6531	10.4673	22.3924
O	11.7412	6.868	22.2072
O	1.9326	3.5285	21.9281
O	8.8342	10.0502	19.6344
O	4.3233	6.319	22.1099
Si	8.1478	2.0434	11.9549
Si	7.8069	2.3816	8.8243
Si	2.4696	4.267	9.069
Si	6.933	10.8188	9.9457
Si	0.3686	13.8944	18.2076
Si	7.9485	10.2364	12.8596
Si	6.5048	0.1804	16.7384
Si	3.3325	1.6046	10.6727
Si	3.6978	7.788	11.6753
Si	11.3191	7.2404	15.32
Si	0.9434	7.0751	20.805
Si	5.3791	7.7451	18.2392
Si	15.1266	10.6377	12.5838
Si	5.5696	-2.1377	14.7294
Si	2.5497	-1.4951	18.7024
Si	-0.3911	11.2277	9.6984
Si	8.7438	2.6284	20.9478
Si	17.4882	5.735	15.8376
Si	12.7181	4.4087	14.9515
Si	2.182	3.0338	17.5964
Si	-1.142	11.7342	14.0102
Si	10.5624	13.5663	20.9198
Si	8.7144	5.9256	14.3916
Si	5.7251	12.3146	22.0991
Si	12.8716	9.8464	14.5693
Si	15.8017	12.1522	9.9104
Si	4.9893	0.1098	19.4852
Si	16.7724	2.771	12.9805
Si	4.9917	16.1887	16.0612
Si	12.9606	9.9595	20.8965
Si	8.3427	7.438	11.844
Si	9.5531	0.4731	16.1247
Si	5.1402	5.8388	20.7777
Si	10.6179	7.0259	18.2469
Si	6.1121	7.7706	9.8392
Si	8.1464	8.65	19.2112
Si	1.6916	7.0168	9.7556
Si	-1.0092	8.2341	9.8601
Si	-1.7111	10.575	20.7522
Si	10.0586	-0.1827	11.4218
Si	9.9943	16.4792	14.2707
Si	1.5631	4.2492	20.4935
Si	3.7018	9.8425	16.6774
Si	5.586	2.9099	20.8442
Si	8.1026	6.4601	21.2422
Si	0.8624	0.4069	10.0179
Si	3.8271	5.3515	13.6338
Si	10.1675	4.6528	19.6395
O	-0.0587	0.7202	19.7575
O	2.1894	3.6369	19.1192
O	11.6901	7.0635	9.8256
O	6.8615	10.7573	13.9206
O	11.5585	4.2705	20.349
O	4.2744	1.9344	11.9315
O	4.7816	7.3049	10.5996
O	4.8522	4.3668	12.8164
O	7.7819	8.6289	12.7833
O	8.4475	6.6927	22.7686
O	4.2076	9.182	12.3264
O	3.678	2.7515	17.0195
O	9.6859	7.9787	11.1513
O	7.1758	2.7352	20.6687
O	9.2502	4.4427	14.7266
O	2.3539	9.6441	15.7761
O	7.3314	7.0864	10.6403
O	8.1129	0.2316	16.8108
O	9.3754	2.7218	12.7972
O	11.3973	7.5051	16.9201
O	13.0743	3.9831	16.481
O	5.7933	11.9502	10.0324
O	4.9635	1.635	20.0588
O	1.8864	1.0317	11.1015
O	6.7349	2.3352	12.7392
O	6.0395	1.6765	16.4649
O	2.1689	5.4984	10.0706
O	5.8462	13.2168	18.1552
O	4.6806	2.4752	14.4974
O	9.2878	1.1326	21.123
O	10.6654	13.8453	17.2823
O	3.4618	11.477	11.1961
O	2.1983	10.8638	19.8799
O	12.0826	5.8813	14.9533
O	4.1203	8.5988	17.6491
O	3.4073	11.1346	17.5835
O	0.8879	-1.2289	10.0574
O	11.61	16.7807	14.2999
O	7.9379	2.5451	10.4263
O	9.2083	7.8172	18.3135
O	12.7802	12.4999	18.098
O	4.591	5.9951	14.9095
O	11.5114	7.2666	19.5734
O	14.0997	4.5181	14.0861
O	10.811	12.7515	12.7893
O	9.391	3.2537	19.5946
O	5.7927	4.1797	16.2431
O	7.9231	7.9082	20.6097
O	2.0827	10.2644	13.2248
O	1.8385	8.4141	20.8514
O	-1.6537	11.9056	10.4593
O	8.585	6.1464	12.7843
O	5.6474	12.4524	20.5135
O	8.6153	0.4781	11.7833
O	10.3525	5.4075	18.2132
O	3.0269	2.9464	9.8164
O	9.4135	10.644	13.419
O	3.4374	13.1366	19.2348
O	4.9904	-3.2669	15.7401
O	3.9761	13.7648	9.8258
O	6.7041	5.6884	21.1607
O	6.6758	8.7162	18.5166
O	12.0292	8.4546	14.5175
O	9.923	12.1561	20.5179
O	7.72	10.8327	11.3623
O	6.2307	9.3756	9.8179
O	4.9428	6.925	19.5851
O	-0.6092	0.8462	10.564
O	7.2697	6.0742	15.0845
O	5.8059	10.748	22.5502
O	5.9824	-0.8235	15.5753
O	3.4367	6.6341	12.7562
O	4.8728	4.2877	20.2992
O	5.8192	6.6582	17.1406
O	9.7637	12.6087	15.1543
O	-0.2115	10.0137	20.5111
O	2.3132	7.9989	10.8726
O	-1.9463	1.8693	15.2947
O	4.3955	11.5204	13.6342
O	1.3289	1.677	17.6945
O	11.3394	9.6626	10.0589
O	1.9523	5.8291	20.5553
O	0.1544	11.0269	14.6875
O	9.7534	7.0497	14.9381

Results
free energy: -67412.735 eV
free energy less fixed offsets of O -447.96, Si -113.29 eV per atom: -0.335 eV
gap between the highest filled and lowest empty level on this k mesh: 1.423 eV

The program warned: the cutoff lies below the one the program advises for these potential files; the model core charge is not resolved on the grid; the forces do not sum to zero within the program's tolerance; the exchange-correlation potential is rough where the density is thin.
